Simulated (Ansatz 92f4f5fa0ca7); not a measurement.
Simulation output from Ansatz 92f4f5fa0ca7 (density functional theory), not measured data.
Periodic cell of 226 atoms, Si133O92B1, from a study of silicon, its oxide and their interface. The atomic structure is a simulated model.
Doubt: the cutoff is far below the 930 eV that the study's wrapper takes by default for these files, so forces and energies are approximate.
This geometry differs little from another in the collection (a relaxation step or a small displacement).

Settings
functional: PBE
potential files: Ansatz PAW
basis: plane waves
wave-function cutoff: 580 eV
density cutoff ratio: 5
exchange-correlation grid ratio: 1
k mesh: 1 x 1 x 1, Gamma-centred
self-consistency stop: 5e-08 eV per atom in the density residual
occupations: fixed
spin: none
net charge: -1 e, with a uniform compensating background and no finite-size correction

Cell vectors (angstrom)
a, 10.938, 0, 0
b, 0, 10.938, 0
c, 0, 0, 31.9494

Atoms: element, x, y, z (angstrom)
Si, 10.6299, 0.0021, 24.4352
Si, 5.077, 0.1283, 24.6806
Si, 2.8191, 2.2967, 24.5497
Si, 8.5681, 2.4351, 24.5784
Si, 10.7045, 5.5868, 24.3559
Si, 5.1559, 5.6156, 24.4684
Si, 2.9847, 7.9525, 24.4222
Si, 8.4143, 7.8308, 24.4353
Si, 1.2925, 1.1329, 25.8575
Si, 6.8167, 1.3302, 25.7561
Si, 3.985, 4.0133, 25.7497
Si, 9.687, 4.0211, 25.8671
Si, 1.3371, 6.7959, 25.6865
Si, 6.8016, 6.7245, 25.7691
Si, 4.0019, 9.4668, 25.9676
Si, 9.4851, 9.4406, 25.8168
Si, 2.6391, -0.1305, 27.3058
Si, 8.1412, -0.0651, 27.1641
Si, 0.0792, 2.6569, 27.231
Si, 5.4553, 2.7243, 27.1333
Si, 2.6674, 5.4191, 27.1299
Si, 8.1924, 5.3719, 27.1519
Si, 0.0121, 8.1547, 27.1571
Si, 5.5116, 8.1453, 27.2009
Si, 4.0866, 1.3267, 28.5206
Si, 9.5491, 1.3192, 28.531
Si, 1.3873, 4.0698, 28.5859
Si, 6.813, 4.0642, 28.5488
Si, 4.0845, 6.7828, 28.5155
Si, 9.5573, 6.7807, 28.5116
Si, 1.3027, 9.488, 28.6512
Si, 6.826, 9.5398, 28.583
Si, -0.0395, -0.0155, 29.9641
Si, 5.4542, -0.0114, 29.9236
Si, 2.7725, 2.7153, 29.926
Si, 8.1941, 2.7044, 29.9037
Si, -0.0137, 5.4399, 29.9213
Si, 5.4608, 5.4519, 29.9166
Si, 2.7444, 8.1444, 29.9444
Si, 8.2229, 8.1759, 29.9109
Si, 1.3703, 1.3832, 31.2906
Si, 6.8288, 1.3673, 31.2875
Si, 4.1168, 4.089, 31.3047
Si, 9.5545, 4.0791, 31.2908
Si, 1.355, 6.8139, 31.3046
Si, 6.8281, 6.8456, 31.2838
Si, 4.0987, 9.5627, 31.3008
Si, 9.5578, 9.5431, 31.321
Si, 2.7399, 0.0188, 0.7083
Si, 8.2069, 0.0161, 0.7029
Si, 0.0151, 2.7568, 0.7373
Si, 5.4913, 2.7501, 0.7329
Si, 2.7393, 5.4646, 0.7089
Si, 8.2205, 5.5004, 0.6971
Si, 0.0217, 8.2142, 0.7488
Si, 5.4879, 8.2298, 0.7426
Si, 4.109, 1.3863, 2.0878
Si, 9.6089, 1.3435, 2.0845
Si, 1.3574, 4.1723, 2.1145
Si, 6.8496, 4.1657, 2.0665
Si, 4.0696, 6.8686, 2.0774
Si, 9.5892, 6.8444, 2.1136
Si, 1.3762, 9.6308, 2.1033
Si, 6.8748, 9.622, 2.1027
Si, 0.012, 0.0058, 3.5477
Si, 5.4935, 0.036, 3.4648
Si, 2.7236, 2.7757, 3.4247
Si, 8.2654, 2.7929, 3.3636
Si, 0.0557, 5.5683, 3.5562
Si, 5.4784, 5.5511, 3.4329
Si, 2.6975, 8.2349, 3.4695
Si, 8.3068, 8.3062, 3.4662
Si, 1.3864, 1.4613, 4.866
Si, 6.9256, 1.4704, 4.7243
Si, 4.0627, 4.1831, 4.7509
Si, 9.6093, 4.0917, 4.8005
Si, 1.2466, 7.1313, 5.0133
Si, 6.8508, 7.0009, 4.7387
Si, 4.1041, 9.5794, 4.8015
Si, 9.7716, 9.452, 5.0208
Si, 2.7136, -0.014, 6.1517
Si, 8.3248, 0.0811, 6.0499
Si, 0.0272, 2.8128, 6.3302
Si, 5.5228, 2.8512, 6.0574
Si, 2.7434, 5.6526, 6.096
Si, 8.3206, 5.6674, 5.9708
B, 0.058, 8.3059, 6.3999
Si, 5.5136, 8.3157, 6.2373
Si, 4.3884, 1.1846, 7.2887
Si, 9.8138, 1.1093, 7.5849
Si, 1.1928, 4.5686, 7.4719
Si, 6.6858, 4.5714, 7.2139
Si, 4.3367, 6.6963, 7.5139
Si, 9.8876, 6.8282, 7.3362
Si, 1.1437, 9.7408, 7.5244
Si, 6.7219, 10.0089, 7.3933
O, 9.5828, 1.2364, 23.9915
O, 4.0998, 6.7995, 23.9514
O, 4.0101, 1.2427, 24.0475
O, 9.5329, 6.6999, 23.9064
O, 0.0404, 5.6755, 7.9426
O, 5.5609, 0.1608, 7.8855
O, 0.0171, -0.0243, 8.0585
O, 5.5475, 5.6046, 7.858
O, 7.6068, 3.9483, 8.4176
O, 8.8177, 7.2234, 8.5975
O, 2.0948, 9.3033, 8.9082
O, 8.9178, 1.6578, 8.9126
O, 7.602, 9.5899, 8.7356
O, 3.5801, 1.8502, 8.5593
O, 3.6126, 7.152, 8.954
O, 2.0655, 4.0678, 8.8079
O, 8.1407, 3.483, 23.3612
O, 0.4484, 4.9301, 22.9644
O, 1.9034, 2.7407, 23.2487
O, 5.8347, 4.9075, 23.131
O, 5.5227, 10.0062, 23.5001
O, 2.4403, 8.6832, 23.0256
O, 0.192, 10.0694, 23.0901
O, 7.7798, 8.5787, 23.0879
Si, 8.6538, 7.7009, 18.4304
Si, 8.7801, 6.3566, 13.6174
Si, 3.793, 1.5316, 14.6932
Si, 2.1312, 5.7425, 17.617
Si, 2.4142, 3.1429, 19.4972
Si, 9.8049, 9.0338, 12.0777
Si, 1.3289, 9.4165, 22.0848
Si, 9.1603, 0.9733, 13.1899
Si, 1.4288, 5.0536, 13.013
Si, 1.7904, 8.2536, 12.7843
Si, 6.6514, 9.5594, 22.4345
Si, 4.5244, 4.5978, 15.6789
Si, 8.225, 2.9978, 9.5532
Si, 0.8383, 8.2454, 19.2585
Si, 6.9523, 1.3516, 21.0905
Si, 8.2472, 8.372, 9.6021
Si, 10.8882, 5.1926, 15.5937
Si, 7.5579, 9.4874, 16.2862
Si, 9.9331, 2.0606, 20.2979
Si, 3.1676, 8.4708, 9.8421
Si, 6.6884, 3.3585, 17.4043
Si, 1.1644, 0.2067, 19.8052
Si, 3.2351, 2.8188, 12.2639
Si, 7.2128, 5.3997, 19.6879
Si, 5.7388, 8.6502, 11.4575
Si, 5.7882, 6.0663, 13.1654
Si, 4.6305, 9.7073, 17.6081
Si, 1.0212, 3.5984, 22.1868
Si, 4.8981, 1.4847, 18.7986
Si, 3.1849, 3.1104, 9.4836
Si, 6.4394, 10.7906, 13.7399
Si, 10.3421, 0.1148, 15.9561
Si, 5.6725, 3.6373, 11.1276
Si, 9.8377, 3.9, 11.8832
Si, 2.3416, 9.9228, 15.5166
Si, 6.0763, 8.1338, 19.7968
Si, 6.9349, 3.9725, 22.3846
Si, 9.7523, 2.7701, 17.3637
O, 7.1899, 6.3694, 13.9603
O, 1.8794, 7.0561, 18.6699
O, 10.3021, 4.011, 16.508
O, 6.1613, 9.9552, 17.0316
O, 10.1356, 0.7335, 14.4694
O, 8.4419, 6.1213, 18.86
O, 5.1531, 0.6543, 14.3818
O, 5.716, 2.0621, 17.5208
O, 8.3474, 1.9457, 20.5465
O, 1.9966, 4.2997, 18.4066
O, 6.9788, 2.7851, 10.6245
O, 4.8701, 2.6941, 12.1959
O, 6.0218, 4.3978, 16.3377
O, 4.5703, 3.9152, 9.9251
O, 10.6903, 2.775, 21.5558
O, 9.7149, 6.1396, 14.9574
O, 6.0067, 6.4972, 19.843
O, 4.0849, 0.1728, 18.271
O, 9.2606, 10.5595, 12.2811
O, 2.8612, 4.3616, 12.6902
O, 1.911, 10.6971, 21.2095
O, 3.9921, 2.718, 19.3893
O, 0.727, 10.0455, 15.9396
O, 1.272, 9.8038, 18.8326
O, 1.7112, 1.663, 19.2777
O, 8.932, 10.3734, 16.4649
O, 4.8745, 8.5907, 18.7839
O, 9.5621, 8.7649, 10.4961
O, 6.7355, 4.0984, 18.8526
O, 2.8309, 1.7252, 13.3775
O, 5.8327, 8.781, 21.2618
O, 2.534, 2.4659, 10.8472
O, 7.6097, 4.8521, 21.1741
O, 5.222, 7.4612, 12.4941
O, 0.4191, 9.067, 12.5144
O, 7.5643, 1.042, 13.5609
O, 7.0902, 9.6129, 14.7171
O, 8.9794, 5.0423, 12.6693
O, 8.0819, 8.0304, 16.9016
O, 6.2139, 2.5756, 21.8979
O, 2.4618, 9.0643, 14.0875
O, 0.4254, 4.4809, 11.8624
O, 0.8116, 8.3156, 20.9302
O, 9.3972, 3.8205, 10.3302
O, 9.6379, 2.3952, 12.5308
O, 7.6211, 8.5702, 19.384
O, 2.5199, 8.1739, 11.3295
O, 3.9952, 3.048, 15.3446
O, 0.8524, 4.4913, 14.434
O, 10.0538, 2.9993, 18.9548
O, 9.1331, 7.8101, 12.952
O, 10.5125, 0.5375, 20.0814
O, 6.0447, 5.0168, 11.924
O, 8.1502, 2.7573, 17.0172
O, 3.5205, 5.4671, 16.7036
O, 4.6187, 9.1195, 10.34
O, 1.5339, 6.6746, 13.1657
O, 4.7609, 5.4953, 14.3225
O, 2.0451, 3.8525, 20.9267
O, 10.5305, 1.3887, 16.9643
O, 0.929, 6.0635, 16.5581
O, 7.3408, 10.9536, 21.9332
O, 5.9316, 0.9124, 19.9145
O, 6.0771, 9.9994, 12.3506
O, 2.8455, 0.5458, 15.5748
O, 7.0437, 7.9998, 10.6808
O, 10.2402, 8.0177, 18.6816
O, 3.4396, 9.2026, 16.5642

Results
free energy: -137022.566 eV
free energy less fixed offsets of B -154.04, O -568.88, Si -635.61 eV per atom: 4.564 eV

Forces (eV/angstrom), in the order of the atoms: element, x, y, z
Si, -0.0201, -0.0334, -0.0611
Si, 0.0035, -0.017, -0.0529
Si, -0.0061, 0.0088, -0.0409
Si, 0.0052, 0.0244, -0.0599
Si, 0.0292, 0.0084, -0.0742
Si, 0.0143, -0.0236, -0.0465
Si, -0.0092, 0.0066, -0.0883
Si, -0.001, 0.0372, -0.0496
Si, -0.0034, 0.0126, 0.0053
Si, -0.0196, 0.0007, 0.0311
Si, 0.0047, -0.011, 0.0203
Si, -0.0193, -0.0011, 0.016
Si, -0.0242, -0.0021, 0.0363
Si, -0.0027, -0.003, 0.0046
Si, 0.0017, 0.0113, 0.0134
Si, -0.0024, -0.0044, 0.0225
Si, 0.0196, 0, -0.0091
Si, 0.0384, 0.0187, -0.0033
Si, -0.0119, -0.0141, 0.0056
Si, -0.0218, -0.0144, 0.0093
Si, 0.0174, 0.0246, 0.0122
Si, 0.0107, 0.0009, 0.0262
Si, 0.0149, 0.0046, 0.0117
Si, -0.0058, -0.0046, 0.0123
Si, 0.0314, 0.027, -0.0155
Si, -0.0152, -0.0298, -0.0103
Si, 0.043, -0.0084, 0.032
Si, -0.0016, -0.0109, 0.0086
Si, -0.011, -0.0446, -0.0133
Si, 0.0121, -0.0135, -0.0198
Si, -0.0499, -0.0491, 0.0752
Si, 0.005, -0.009, 0.0347
Si, 0.0253, -0.0172, -0.0233
Si, 0.0014, -0.01, -0.0054
Si, -0.0189, 0.0331, -0.0044
Si, -0.0214, 0.0152, -0.0045
Si, -0.0143, -0.009, -0.0001
Si, 0.0008, -0.0021, -0.0056
Si, -0.0193, 0.048, -0.0198
Si, -0.0188, 0.0223, 0.0092
Si, -0.004, 0.0046, 0.0008
Si, 0.0095, -0.0009, 0.0018
Si, 0.001, -0.0161, -0.0093
Si, 0.0088, 0.0004, -0.0005
Si, 0.0067, -0.0023, 0.0084
Si, -0.0013, 0.0032, -0.0033
Si, 0.0039, -0.0147, 0.0011
Si, -0.0029, -0.0016, -0.0007
Si, -0.0057, 0.0036, -0.0096
Si, -0.0013, 0.0049, 0.0033
Si, 0.002, -0.0003, -0.0029
Si, -0.0054, 0.0111, -0.0187
Si, 0.0029, 0, 0.0034
Si, -0.0042, 0, -0.003
Si, -0.006, 0.0054, -0.0021
Si, -0.0043, 0.0058, -0.0109
Si, 0.0057, -0.0044, -0.0008
Si, -0.0202, 0.0076, 0.0229
Si, 0.0172, -0.0248, -0.0054
Si, 0.0239, -0.0199, 0.0235
Si, -0.0102, 0.0138, 0.0246
Si, -0.0009, -0.0089, 0.0115
Si, 0.0188, -0.0152, 0.0443
Si, 0.044, -0.0427, -0.001
Si, 0.0346, 0.0035, 0.0313
Si, -0.0147, 0.0442, 0.0177
Si, -0.0239, 0.0082, -0.0128
Si, 0.0296, 0.0249, -0.0893
Si, -0.0216, 0.035, 0.0267
Si, -0.0046, -0.0191, -0.0051
Si, -0.0151, 0.0138, -0.0166
Si, 0.0108, 0.0759, -0.0092
Si, -0.0459, -0.0287, -0.0296
Si, -0.0505, -0.0363, 0.0123
Si, 0.0324, -0.0021, -0.0014
Si, 0.0015, 0.0432, 0.0085
Si, -0.0873, 0.0963, 0.0293
Si, 0.019, -0.0166, 0.0039
Si, -0.0539, 0.0108, -0.0245
Si, 0.093, -0.1699, 0.0088
Si, 0.0794, 0.0427, -0.1405
Si, -0.0184, 0.0587, 0.0268
Si, 0.0162, -0.0235, -0.0337
Si, -0.0008, 0.0268, -0.0547
Si, 0.0407, -0.0202, 0.003
Si, -0.0713, -0.085, -0.115
B, -0.0041, 0.0427, -0.3983
Si, 0.01, -0.0005, -0.0438
Si, -0.0197, -0.0012, 0.1517
Si, -0.0208, -0.0007, 0.135
Si, 0.014, -0.0181, 0.1689
Si, 0.0123, -0.0314, 0.1182
Si, -0.0346, -0.0536, 0.1751
Si, 0.172, 0.2008, 0.241
Si, -0.1652, -0.1759, 0.3295
Si, 0.0375, 0.0036, 0.152
O, 0.017, 0.0041, -0.0042
O, 0.0041, 0.0181, 0.0021
O, 0.0006, 0.0005, -0.0108
O, -0.004, -0.0024, -0.0021
O, -0.1208, 0.0174, -0.0738
O, -0.0313, 0.0463, -0.0599
O, 0.0801, -0.0138, -0.0779
O, 0.0622, -0.0306, -0.0713
O, -0.0109, -0.0235, 0.0026
O, 0.0142, -0.0658, -0.0331
O, -0.0226, 0.0652, -0.0733
O, 0.0295, -0.0263, -0.064
O, -0.0263, 0.0169, -0.0439
O, 0.0375, -0.0204, -0.054
O, 0.0186, -0.0207, -0.0673
O, -0.0334, 0.0177, -0.061
O, 0.0254, -0.0256, 0.025
O, -0.0336, 0.0389, 0.0354
O, 0.033, -0.0249, 0.0338
O, -0.0407, 0.0399, 0.0281
O, -0.0255, 0.0201, 0.0221
O, 0.0372, -0.033, 0.0452
O, -0.0323, 0.0377, 0.0438
O, 0.0346, -0.0436, 0.0231
Si, -0.0011, 0.0006, 0.0083
Si, -0.0017, 0.0005, -0.0474
Si, 0.0033, -0.0009, -0.0342
Si, 0.0096, 0.0024, -0.0044
Si, 0.0107, -0.0038, 0.009
Si, 0.0017, 0.0023, -0.0288
Si, -0.0011, 0.0023, -0.028
Si, -0.0009, -0.002, -0.0506
Si, -0.0054, 0.007, -0.055
Si, -0.0103, -0.0033, -0.0409
Si, -0.0116, 0.0144, 0.0009
Si, -0.0024, -0.0082, -0.0254
Si, -0.0187, 0.0514, 0.007
Si, -0.0009, -0.0107, 0.0035
Si, -0.0043, -0.0008, 0.0256
Si, -0.0059, -0.0018, 0.0081
Si, 0.0001, 0.0005, -0.0226
Si, 0.0009, 0.0075, -0.0182
Si, -0.0022, -0.003, 0.0144
Si, 0.0193, 0.0218, 0.0225
Si, -0.0036, -0.0021, -0.0088
Si, -0.0035, 0.0022, 0.0196
Si, 0.0061, 0.0089, -0.037
Si, -0.0026, 0.0074, 0.0111
Si, -0.0097, 0.0007, -0.0403
Si, 0.0005, 0.0066, -0.048
Si, -0.0014, 0.0061, -0.0067
Si, -0.0021, -0.0185, -0.0223
Si, -0.0033, 0, 0.0075
Si, 0.0071, 0.0009, 0.0181
Si, 0.0036, 0.0033, -0.0417
Si, 0.0021, -0.0047, -0.0171
Si, -0.0052, 0.0112, -0.0331
Si, 0.0085, 0.0015, -0.0306
Si, -0.0001, 0.0055, -0.0215
Si, 0.0027, -0.0067, 0.0123
Si, 0.0094, -0.0139, -0.0056
Si, -0.0015, -0.002, -0.0121
O, -0.0008, 0.0003, 0.0193
O, -0.0066, 0.0124, -0.006
O, -0.0002, -0.0034, 0.0079
O, -0.0076, 0.0026, 0.0067
O, -0.0021, 0.0037, 0.0177
O, -0.004, -0.0057, -0.0097
O, 0.0007, 0.0004, 0.0176
O, -0.0044, -0.0037, 0.0049
O, -0.0095, -0.0029, -0.0184
O, -0.0038, -0.0171, 0.0018
O, 0.0375, 0.0065, -0.0196
O, 0.0054, 0.0043, 0.0194
O, 0.0031, -0.0028, 0.0102
O, -0.0207, -0.0022, 0.0066
O, 0.0162, 0.0154, -0.0016
O, -0.0017, 0.0002, 0.015
O, 0.0001, 0.0005, -0.0174
O, 0, 0.0049, -0.0059
O, 0.0003, -0.0125, 0.025
O, 0.0046, -0.0079, 0.0295
O, 0.0002, -0.0163, 0.0024
O, -0.0054, 0.0039, -0.0153
O, -0.0025, 0.0001, 0.0089
O, -0.0006, 0.0024, -0.0024
O, -0.0033, -0.0012, -0.0147
O, 0.0008, 0.0009, 0.004
O, 0.0062, -0.007, 0.0001
O, -0.0191, -0.0066, -0.0174
O, 0.0027, 0.0091, 0.001
O, 0.0034, 0.005, 0.0162
O, 0.0097, 0.0167, 0.0107
O, 0.0063, 0.0105, -0.0207
O, -0.0064, -0.0182, 0.0105
O, 0.0013, 0.0047, 0.0226
O, -0.0028, -0.0023, 0.0248
O, 0.0001, 0.0009, 0.0241
O, 0.0012, 0.0014, 0.0159
O, 0.0011, -0.0089, 0.025
O, 0.006, -0.0076, 0.0116
O, 0.0013, 0.0171, -0.0137
O, 0.0016, -0.0015, 0.0167
O, -0.0087, -0.0057, 0.0225
O, 0.0068, 0.0148, 0.014
O, -0.0347, -0.0157, -0.0115
O, 0.0013, 0.0102, 0.0266
O, -0.0118, 0.0009, -0.0118
O, 0.014, -0.0001, -0.0249
O, -0.0004, 0.0031, 0.0137
O, 0.0007, 0.0028, 0.0182
O, 0.002, -0.0071, 0.0071
O, 0.0022, 0.0099, 0.0235
O, -0.0026, 0.0046, -0.0174
O, 0.0027, -0.0196, 0.0166
O, 0.0015, 0.0001, 0.0035
O, -0.0051, 0.0035, 0.0069
O, -0.0068, -0.0033, 0.0193
O, 0.0029, 0.0024, 0.0287
O, -0.0015, 0.0008, 0.0207
O, -0.0174, 0.0057, 0.011
O, -0.0021, 0.0077, 0.0037
O, 0.0009, -0.001, 0.0058
O, -0.0016, -0.0187, -0.0143
O, 0.0198, 0.0011, -0.0008
O, -0.0002, -0.007, 0.0242
O, 0.0017, 0.0007, 0.0085
O, 0.0258, 0.0055, 0.0056
O, 0.0088, 0.0028, -0.0094
O, 0.0048, -0.003, 0.0123

The program warned: the cutoff lies below the one the program advises for these potential files; the forces do not sum to zero within the program's tolerance; the exchange-correlation potential is rough where the density is thin.
